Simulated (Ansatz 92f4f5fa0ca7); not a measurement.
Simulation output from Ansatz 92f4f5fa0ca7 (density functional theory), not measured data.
Periodic cell of 250 atoms, Si166O84, from a study of silicon, its oxide and their interface. The atomic structure is a simulated model.
Doubt: the cutoff is far below the 930 eV that the study's wrapper takes by default for these files, so forces and energies are approximate.
This geometry differs little from another in the collection (a relaxation step or a small displacement).

Settings
functional: PBE
potential files: Ansatz PAW
basis: plane waves
wave-function cutoff: 580 eV
density cutoff ratio: 5
exchange-correlation grid ratio: 1
k mesh: 1 x 1 x 1, Gamma-centred
self-consistency stop: 5e-08 eV per atom in the density residual
occupations: fixed
spin: none
net charge: 0

Cell vectors (angstrom)
a	10.938	0	0
b	0	10.938	0
c	0	0	36.821

Atoms and the computed forces on them: element, x, y, z (angstrom), force x, y, z (eV/angstrom)
Si	0	0	0.683	-0.0984	0.099	0.0148
Si	5.469	0	0.683	-0.0107	0.066	-0.0167
Si	2.7345	2.7345	0.683	0.0058	0.0362	0.0027
Si	8.2035	2.7345	0.683	0.1183	-0.0806	0.0274
Si	0	5.469	0.683	-0.0137	-0.0118	-0.0384
Si	5.469	5.469	0.683	-0.0535	0.0102	0.0133
Si	2.7345	8.2035	0.683	0.056	-0.0488	0.0126
Si	8.2035	8.2035	0.683	-0.0765	0.0247	-0.0098
Si	1.3673	1.3673	2.0503	-0.0987	0.0199	0.1912
Si	6.8362	1.3673	2.0503	-0.2497	-0.1068	-0.0549
Si	4.1018	4.1018	2.0503	-0.1101	0.1621	-0.1152
Si	9.5708	4.1018	2.0503	0.2576	-0.0209	-0.2333
Si	1.3673	6.8362	2.0503	0.0613	-0.0962	-0.008
Si	6.8362	6.8362	2.0503	-0.0065	0.2956	0.0418
Si	4.1018	9.5708	2.0503	0.0711	-0.1644	0.1385
Si	9.5708	9.5708	2.0503	-0.0559	0.103	0.1294
Si	2.7345	0	34.7695	0.0697	0.1073	-0.0062
Si	8.2035	0	34.7695	0.1119	0.0089	-0.0178
Si	0	2.7345	34.7695	0.0219	-0.1148	-0.016
Si	5.469	2.7345	34.7695	-0.0479	-0.1189	-0.0079
Si	2.7345	5.469	34.7695	0.1374	0.0248	0.014
Si	8.2035	5.469	34.7695	0.1407	0.0805	-0.0039
Si	0	8.2035	34.7695	-0.1091	-0.0619	0.0256
Si	5.469	8.2035	34.7695	0.0143	-0.1075	-0.0052
Si	4.1018	1.3673	36.1367	-0.0069	-0.0369	0.0235
Si	9.5708	1.3673	36.1367	0.0019	-0.0527	-0.0067
Si	1.3673	4.1018	36.1367	-0.017	-0.0453	-0.0158
Si	6.8362	4.1018	36.1367	0.0045	0.0177	0.0012
Si	4.1018	6.8362	36.1367	-0.0022	0.0105	0.0071
Si	9.5708	6.8362	36.1367	0.0228	0.0193	0.0342
Si	1.3673	9.5708	36.1367	0.0328	-0.0189	-0.0056
Si	6.8362	9.5708	36.1367	0.0609	-0.0246	-0.0165
Si	0.6294	4.9548	26.6185	-0.0013	0.0067	-0.003
Si	9.6225	4.0851	27.7817	0.0011	0.0017	0.0024
Si	4.1912	4.0725	27.8989	-0.0007	0.0029	0.0163
Si	9.6038	1.376	30.7202	0.0024	-0.0012	0.0042
Si	0.0163	8.076	29.3557	0.0054	-0.0078	-0.0008
Si	5.107	10.814	24.5373	0.0047	-0.0129	0.0155
Si	-1.2981	9.5227	28.0441	0.0001	0	0.0018
Si	6.9438	12.2791	27.7407	-0.0034	-0.0102	0.0087
Si	5.5154	2.6217	29.2195	0.0032	0.0086	-0.0068
Si	6.7442	3.1418	21.044	0.0137	-0.0094	-0.0093
Si	5.9827	4.9396	26.5715	-0.0073	0.01	-0.0186
Si	4.0953	3.8825	22.3023	-0.0026	0.0044	0.0098
Si	-4.1571	1.7927	16.1878	-0.0003	-0.0014	-0.002
Si	6.7381	5.2874	19.8293	0.0066	0.0118	-0.0121
Si	1.246	13.8453	17.9109	-0.0052	-0.0028	-0.0095
Si	11.1707	11.4735	23.8531	-0.0091	-0.0035	-0.0047
Si	6.785	-4.2078	28.0152	0.0025	0.0014	0.0109
Si	10.7593	5.4866	23.529	-0.0028	0.0072	0
Si	1.394	4.0732	30.5721	-0.0011	0.0005	-0.0046
Si	0.4804	-0.5729	26.6954	-0.0055	-0.0074	-0.0066
Si	2.8708	5.4854	29.3099	0.0045	-0.0061	-0.0055
Si	9.5897	6.7843	30.7429	-0.0001	0.0017	0.0032
Si	-0.0357	13.6005	29.2336	0.0028	-0.0059	0.004
Si	2.9039	13.1429	24.5879	0.0038	0.0039	0.0432
Si	4.1598	1.3805	30.7142	-0.0116	-0.0071	0.003
Si	12.3438	1.3347	27.8813	0.0028	0.0107	0.0063
Si	-2.6448	0.0761	29.28	-0.0064	0.0052	-0.0003
Si	6.8894	4.0485	30.581	0.0018	-0.0025	-0.0031
Si	4.1111	6.8054	30.7955	0.0027	0.006	0.0031
Si	5.4204	8.1047	29.3759	-0.009	0.0004	-0.0058
Si	1.4221	9.547	30.6146	0.0044	-0.0023	-0.005
Si	6.8726	9.5693	30.5985	-0.0017	0	-0.0043
Si	0.0473	-0.028	32.0169	-0.005	0.0053	-0.003
Si	5.5085	-0.0298	32.0298	-0.0046	0.0008	-0.003
Si	2.7476	2.7483	32.0205	0.0043	-0.0022	-0.0043
Si	8.2112	2.7328	32.0443	-0.0012	0.0004	-0.0039
Si	0.0471	5.4131	32.0336	-0.003	0.0039	-0.0043
Si	5.5343	5.4114	32.0286	-0.0025	0.0041	-0.0034
Si	2.7308	8.2078	32.0729	0.0001	-0.0021	-0.0046
Si	8.2142	8.2111	32.028	0.004	-0.0033	-0.003
Si	1.3805	1.3688	33.3905	0.0009	-0.0023	-0.0004
Si	6.8431	1.3617	33.4032	0.0019	0.0004	-0.0011
Si	4.1127	4.1047	33.3998	-0.0025	0.0013	0.0003
Si	9.5784	4.0965	33.4066	-0.0002	-0.0021	-0.0021
Si	1.3612	6.8276	33.41	0.0002	0.0013	-0.0013
Si	6.8462	6.8355	33.3954	-0.0032	-0.0005	-0.0001
Si	4.1137	9.5757	33.4094	0.0006	-0.0013	-0.0016
Si	9.5857	9.5759	33.3944	0	-0.0018	-0.0009
Si	2.7078	-0.0413	3.4181	-0.0029	-0.0003	0.0001
Si	8.1627	-0.0085	3.4287	0.0131	0.0023	-0.0014
Si	0.0323	2.7895	3.4419	-0.007	-0.0053	-0.0017
Si	5.4414	2.7379	3.3948	-0.006	0.0083	0.0013
Si	2.7563	5.4895	3.4383	-0.002	-0.0077	0.0008
Si	8.2307	5.4809	3.3668	0.007	0.0028	0.0007
Si	0.0045	8.1969	3.404	0.0063	0.0053	0.0022
Si	5.4711	8.2076	3.4723	0.0015	-0.0004	0.0024
Si	4.0544	1.364	4.7381	0.0103	-0.0018	0.0033
Si	9.4735	1.4745	4.707	-0.0067	0.0089	0.0081
Si	1.4377	4.1463	4.8686	0.005	0.0009	0.0062
Si	6.8006	4.185	4.6727	0.0062	-0.0154	0.0077
Si	4.0958	6.8404	4.8695	0.0026	0.005	0.0003
Si	9.621	6.7905	4.7472	-0.0101	-0.0045	-0.0036
Si	1.3565	9.5119	4.8184	-0.0075	-0.0012	0.0019
Si	6.835	9.5582	4.8932	-0.0239	0.003	0.0046
Si	-0.5228	2.6196	8.6001	0.007	0.0056	0.01
Si	8.2131	-2.9145	6.1511	0.0256	-0.0014	0.0135
Si	-1.9029	2.8462	23.3472	0.0056	0.0006	-0.0005
Si	13.68	2.6771	6.2251	-0.0118	0.0085	0.0047
Si	1.4045	5.7397	18.5467	-0.0086	0.0049	-0.0062
Si	4.8631	8.6985	10.7705	0.0063	-0.0007	-0.0086
Si	-0.1579	10.9459	5.9367	0.0134	0.0054	-0.0006
Si	5.4797	5.4179	6.1896	-0.009	-0.0151	-0.0035
Si	-1.1132	4.5388	11.4498	0.0108	-0.0066	-0.0043
Si	4.9664	2.687	13.823	-0.0052	0	0.005
Si	2.1576	5.3017	9.6416	-0.0143	0.0098	0.0053
Si	5.8385	8.6626	8.6782	-0.0012	-0.0023	0.003
Si	-2.5027	5.7583	9.103	0.1438	-0.0447	-0.0086
Si	6.7766	6.7545	7.659	-0.0496	0.0409	-0.0079
Si	8.2722	7.3173	24.0836	0.0035	0.0042	0.0012
Si	6.1978	8.7685	13.3337	-0.0007	0.003	0.0031
Si	1.4212	-4.0653	7.8386	0.0026	-0.0076	0.016
Si	4.6833	3.5456	7.407	0.0126	-0.013	-0.0192
Si	-5.0222	0.3469	11.8617	0.0093	-0.0019	-0.0014
Si	6.0733	-0.6154	26.6425	-0.0077	0.0027	-0.0082
Si	4.0161	9.793	7.5788	-0.0115	-0.0059	-0.0061
Si	11.0561	5.5939	6.2208	0.0072	0.0004	0.0085
Si	2.7692	8.1998	6.313	0.0016	0.0137	0.0031
Si	5.4355	11.0632	6.1752	0.0013	-0.0031	-0.0053
Si	7.0338	6.1321	14.3828	0.001	-0.0013	0.0049
Si	11.6573	3.5155	10.3274	0.0083	-0.0065	-0.0088
Si	-1.2714	2.2548	16.5199	-0.0012	-0.0012	-0.0014
Si	5.8733	6.6024	17.1881	-0.0002	0.0022	-0.0048
Si	1.6457	11.0242	13.0936	0.0005	0.0079	-0.0024
Si	8.3133	8.5177	17.5137	0.0011	0.0009	-0.0041
Si	2.0806	10.7238	8.8234	0.0088	-0.0164	-0.0074
Si	6.4576	12.8442	7.4053	0.0068	0.0104	0.016
O	31.4541	28.4865	23.4275	-0.0008	-0.0031	0.0024
O	-1.8267	-11.5961	13.7872	-0.0036	0.0007	-0.0056
O	50.7089	17.2947	23.8827	-0.0044	0	-0.0037
O	-13.3065	-3.3061	25.6474	-0.0008	0.0013	-0.0044
O	2.2077	21.3787	20.3814	0.0025	0.0041	-0.0024
O	8.0899	-19.3588	16.8649	-0.0024	0.0007	0.0011
O	6.7732	21.1336	12.7562	-0.0014	0.0026	-0.0025
O	-16.7148	12.2988	12.8736	-0.0049	0.0014	0.0001
O	21.7176	10.5641	25.1586	-0.0005	0.0038	0.0065
O	2.3479	12.0223	12.0296	-0.0011	-0.0152	0.0194
O	8.0372	13.8112	22.0391	-0.0112	0.0019	-0.0041
O	11.2544	21.3423	12.3967	-0.0061	-0.0013	-0.0041
O	-3.1305	-0.8824	21.2151	-0.0011	0.0014	-0.0002
O	14.3854	7.0401	21.6983	0.0051	-0.0073	0.0008
O	-0.3055	-8.551	17.8322	0.0004	0.0013	0.0023
O	4.697	-5.8235	23.2401	-0.0121	-0.0181	-0.0232
Si	-8.6146	8.6942	26.8353	0.0146	-0.0092	-0.0226
Si	-3.0904	30.3707	26.8845	-0.0015	-0.0053	-0.0124
Si	16.0484	15.5754	12.4266	-0.0141	0.0021	0.0087
Si	15.1357	20.5135	27.9982	0.0046	-0.0006	0.0174
Si	19.2512	-5.487	29.2736	-0.011	0.004	-0.001
Si	-8.2721	12.3727	15.4286	-0.0043	-0.0035	-0.0033
Si	4.1132	3.8845	9.6489	-0.003	0.0019	-0.013
Si	23.8097	7.2526	22.2968	-0.0081	0.0079	0.0011
Si	24.1043	12.5268	10.4853	-0.0127	0.0234	0.0173
Si	19.9103	9.4753	20.2166	0	0.0013	-0.0012
Si	7.9228	-1.0904	8.9679	0.009	0.0092	0.0128
Si	20.4221	4.357	7.4086	-0.0426	0.0267	0.0437
Si	3.5156	-33.7088	19.4727	-0.0029	-0.0008	-0.0038
Si	-4.0014	20.4782	22.5033	0.0035	-0.0024	-0.0021
Si	20.4329	-2.2689	10.3253	-0.0372	0.0182	-0.0067
Si	7.8073	3.2331	26.396	-0.0034	0.0003	-0.0014
Si	4.8443	-14.2118	21.1048	-0.0015	0.0077	-0.0013
Si	-2.1789	-0.3291	15.3387	0.0004	-0.0013	-0.0015
Si	13.9545	8.0027	17.2593	-0.0022	0.002	-0.0019
Si	12.0228	12.2756	7.3561	-0.0135	0.0018	-0.0284
Si	11.8174	-1.0561	21.1559	-0.0064	-0.0055	-0.0078
Si	14.482	9.5923	14.8157	-0.0062	0.0019	0.003
Si	20.4392	6.6517	19.4205	-0.0021	0.0052	-0.0031
Si	0.2045	17.6084	13.1075	0.0038	-0.0027	0.0069
Si	12.3849	6.7865	27.9469	-0.0076	0.0052	0.0094
Si	30.0126	2.9168	6.069	-0.0012	-0.0048	-0.0166
Si	31.4808	-1.459	7.3346	-0.0125	0.0016	-0.0058
Si	13.773	11.0011	29.3091	0.0087	0.0031	0.0038
Si	2.3784	-7.7668	26.6756	-0.0021	-0.0136	-0.0163
Si	16.4081	16.8468	24.4562	0.0123	-0.0014	0.0299
Si	14.0438	14.7337	20.0134	-0.0184	-0.0004	-0.0198
Si	20.9319	-1.5526	12.7254	0.0099	0.0019	0.0103
Si	-14.2481	12.0819	9.3744	-0.0068	-0.0321	-0.0433
Si	-8.1305	28.4301	11.5242	-0.0236	-0.0103	-0.02
Si	16.2068	1.7813	18.94	0.0006	-0.0115	-0.0104
Si	-12.152	15.4727	14.3643	0.0011	0.0028	-0.0006
Si	22.317	8.8669	8.8397	0.0275	-0.0138	-0.0132
Si	14.2522	-2.6274	24.7885	-0.0193	0.0065	0.024
O	6.4359	-16.5035	13.0644	-0.0008	0.0006	-0.0072
O	-29.9754	-13.4624	15.6947	-0.0012	-0.0003	-0.0018
O	35.4842	-1.1357	13.4561	0.0015	-0.0009	-0.0037
O	30.2568	20.587	18.7013	-0.0028	0.0006	-0.0015
O	-4.7167	-0.1469	23.2996	-0.0036	0.0003	-0.0058
O	-2.4131	4.715	10.4259	-0.0252	0.0139	-0.0079
O	12.6456	17.9458	12.6391	-0.0025	0.0086	0.0101
O	5.7717	8.4431	22.1903	-0.0051	-0.0017	0.0002
O	9.0592	-25.6658	9.7478	-0.02	-0.0267	-0.0069
O	6.6102	-19.9161	19.8847	-0.0033	0.0095	0.0079
O	-6.595	39.8927	17.4654	-0.0018	-0.0013	-0.0013
O	22.9218	5.8796	22.4919	-0.0006	-0.0038	0.0008
O	-6.5483	14.1016	19.1663	-0.0043	0.0055	0.0043
O	9.4018	47.6063	12.8903	-0.0071	0.0011	0.0077
O	-4.7666	-8.2448	14.9622	-0.0018	0.0004	-0.0019
O	24.0204	-8.9092	16.8535	-0.0027	0.0035	0.0053
O	17.7331	18.8831	17.3726	-0.0018	-0.0005	0.0011
O	11.6568	-11.322	22.6168	0.0012	-0.0016	0.0019
O	1.8412	-19.0512	19.4556	0.013	0.0079	0.0131
O	-8.8352	18.8142	23.7864	-0.0059	-0.0057	-0.0104
O	11.3355	5.4266	25.0483	-0.0026	-0.0013	-0.0035
O	-2.4956	-27.3708	14.8152	-0.0034	0.002	-0.0024
O	26.173	12.249	24.6304	-0.0074	0.0103	-0.0081
O	10.1025	25.2445	15.4126	-0.0015	0.0002	-0.0011
O	-16.2006	23.5028	17.3706	-0.0019	0.0025	0.0023
O	10.9752	5.9582	19.4319	0.0015	-0.0019	0.001
O	-0.6206	17.0146	11.8211	-0.0106	-0.0004	-0.0053
O	45.1624	-20.9048	14.4626	-0.002	0.0012	-0.0002
O	12.4662	-31.4336	24.3283	-0.0013	0.0003	-0.0029
O	4.8079	-11.5291	11.0592	-0.0107	-0.0011	-0.0004
O	59.0982	22.3346	19.3481	-0.0006	0.0026	0.0014
O	-13.5137	-16.307	19.8575	-0.0117	-0.0066	0.0024
O	12.0385	-2.6682	21.3356	-0.002	-0.0044	-0.002
O	-7.9146	20.3762	18.0444	-0.0011	0.0019	0.0036
O	14.7869	16.625	12.4697	0.0143	-0.0047	0.0039
O	-5.1692	17.3794	20.5337	0.0012	-0.0072	-0.0013
O	35.8158	-29.6594	23.259	0.0047	0.0052	-0.0247
O	21.3691	43.0266	20.343	-0.0034	0.001	-0.0002
O	34.5563	-3.8157	17.7661	-0.0022	-0.0028	0.0023
O	2.6549	-5.6217	19.539	0.0049	-0.0067	0.0061
O	20.2092	29.7576	20.4834	-0.0018	-0.0008	0.0001
O	12.177	-6.4386	17.4893	-0.0007	-0.0004	0.0019
O	-13.0434	20.1368	16.1469	-0.0029	0.0002	0.0017
O	6.2981	16.3423	18.2293	-0.0007	-0.0039	0.0102
O	-40.1571	43.8373	15.6309	0.0006	-0.0005	-0.0016
O	25.8218	20.6416	24.1895	0.0058	0.009	-0.0111
O	53.0301	40.0662	17.9085	-0.0028	0.0003	-0.0005
O	-1.0973	44.4947	15.9307	-0.0033	0.0008	-0.001
O	25.4215	46.326	14.6467	0.0042	0.0022	-0.006
O	15.4741	-36.544	24.8463	0.0024	-0.0021	-0.0019
O	27.5534	7.9833	12.0028	-0.0021	-0.0019	-0.0036
O	-26.8017	-4.9055	15.6582	-0.0024	0.0003	0.0007
O	16.3562	13.8973	22.0051	-0.0066	0	0.0043
O	8.2144	35.8261	24.7733	-0.0019	-0.0013	-0.0012
O	0.093	27.4077	14.2748	-0.0028	-0.0009	-0.0029
O	25.2728	-13.9213	10.8479	0.0033	0.0118	0.0044
O	32.3484	-13.8059	13.5867	-0.0036	-0.0008	-0.0026
O	26.9159	-23.7298	14.4347	-0.0003	-0.0005	-0.0011
O	18.2085	0.3473	15.5608	-0.004	0.0012	-0.0019
O	21.07	-6.8977	23.1319	-0.0031	-0.0035	0.0004
O	8.0334	52.5392	23.4364	-0.0048	0.0014	0
O	36.4584	-8.5991	10.078	-0.0102	-0.0013	0.0009
O	5.2669	-6.6441	10.798	0.0123	0.0043	0.0043
O	17.8079	1.2361	10.8625	-0.0099	0.011	0.021
O	31.0371	23.6652	9.3916	0.001	0.0099	-0.0048
O	37.2561	8.8363	20.0574	-0.0015	0.0006	-0.0006
O	18.204	7.73	14.0109	0.0001	0.0001	-0.0045
O	-1.0508	-31.3681	23.4091	-0.0033	0.0029	0.0024

Results
free energy: -153295.417 eV
free energy less fixed offsets of O -568.88, Si -635.61 eV per atom: 1.763 eV

The program warned: the cutoff lies below the one the program advises for these potential files; the exchange-correlation potential is rough where the density is thin.
